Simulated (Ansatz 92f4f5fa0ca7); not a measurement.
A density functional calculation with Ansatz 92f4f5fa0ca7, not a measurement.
Periodic cell of 175 atoms, Si99O76, from a study of silicon, its oxide and their interface. The atomic structure is a simulated model.

Settings
functional: r2SCAN
potential files: Ansatz norm-conserving
basis: plane waves
wave-function cutoff: 1300 eV
density cutoff ratio: 4
exchange-correlation grid ratio: 1
k mesh: 2 x 2 x 1, shifted by 0.5 0.5 0.5 of a step
self-consistency stop: 5e-08 eV per atom in the density residual
occupations: Fermi-Dirac, 0.05 eV
spin: none
net charge: 0

Cell vectors (angstrom)
a  11.5403  0  0
b  0  11.5403  0
c  -1.7233  5.4654  22.5888

Atoms and the computed forces on them: element, x, y, z (angstrom), force x, y, z (eV/angstrom)
Si  0.7331  4.1158  -0.083  -0.4232  -0.3064  -0.3895
Si  2.5483  7.1664  1.4529  0.1697  -0.3196  0.0126
Si  -0.1505  2.8623  -2.8597  0.0619  0.1058  -0.2229
Si  2.5869  3.6533  1.2952  0.3062  0.6205  0.0053
Si  4.3079  5.9579  0.2697  -0.1848  0.1158  -0.4718
Si  1.7355  0.8401  -4.3333  0.2002  -0.0322  -0.2844
Si  6.708  3.2262  1.3449  -0.1104  -0.2615  -0.501
Si  8.3637  6.4689  0.0754  -0.1628  0.2915  -0.7467
Si  10.8503  11.2131  1.4747  0.0249  -0.1467  0.0896
Si  6.1183  1.12  -0.6316  -0.4912  0.1673  -0.2839
Si  0.6617  7.2358  0.1171  0.1985  -0.8622  -0.1008
Si  1.7283  10.984  1.3232  0.2832  0.0111  -0.4405
Si  10.4584  3.6035  1.4559  0.3114  0.0132  0.1192
Si  6.375  6.9546  1.1865  -0.3585  -0.308  -0.1033
Si  7.154  11.1733  0.933  -0.1941  0.0203  0.1722
Si  8.5786  3.9592  0.1295  0.0862  -0.1204  -0.0817
Si  10.24  7.3324  1.3524  -0.2169  -0.1388  0.0727
Si  9.3269  11.4209  -0.3015  0.4609  -0.6614  -0.3682
Si  2.3988  5.3313  2.9145  -0.1134  0.2367  0.1421
Si  2.5635  9.2008  2.642  0.0421  -0.07  0.0711
Si  2.6395  13.0402  2.393  -0.0611  -0.2252  0.2382
Si  6.3779  5.1628  2.6655  0.0339  0.1794  0.4346
Si  6.4308  9.1485  2.2534  0.1628  0.1604  -0.2396
Si  6.8215  12.8646  2.6652  0.1282  -0.144  0.2425
Si  10.3032  5.4792  2.839  0.0614  -0.2461  0.1507
Si  10.2652  9.282  2.7099  0.2191  -0.0773  -0.0073
Si  10.4665  13.1197  2.7896  -0.1286  0.2408  -0.1926
Si  0.5781  5.4555  4.3214  0.058  -0.0748  -0.145
Si  0.7159  9.2237  4.0702  -0.2582  -0.1548  -0.0454
Si  0.8429  13.0802  4.1114  -0.0642  -0.0937  -0.0229
Si  4.4745  5.2473  3.9974  0.1358  -0.0276  -0.112
Si  4.5987  9.2009  3.8126  -0.1144  -0.0102  0.1202
Si  4.6527  12.929  3.7819  -0.0751  0.1205  -0.146
Si  8.3176  5.3029  4.0955  -0.0309  -0.1252  -0.0872
Si  8.2021  9.1698  3.8507  0.1434  0.0501  0.1201
Si  8.5682  13.001  4.2071  0.0435  -0.0195  -0.0569
Si  0.7308  3.4314  5.5023  -0.0008  0.0316  0.1718
Si  0.6302  7.4483  5.5255  0.1691  0.0333  0.1241
Si  0.7171  11.0945  5.5484  0.0748  0.0057  -0.0027
Si  4.6238  3.3117  5.2617  -0.0418  0.2014  0.0184
Si  4.5794  7.2131  5.2227  -0.0353  0.0873  -0.3675
Si  4.541  11.0862  5.2414  0.0209  -0.0428  0.1088
Si  8.4173  3.4094  5.5378  0.1443  0.1403  0.1353
Si  8.327  7.3213  5.3474  -0.128  0.105  -0.1113
Si  8.3961  10.9695  5.3982  -0.1946  0.0764  -0.0506
Si  2.7481  3.4198  6.6893  0.0292  -0.0736  -0.2981
Si  2.7047  7.3891  6.628  -0.0548  0.03  0.0184
Si  2.744  11.1198  6.8735  0.0538  0.1255  -0.0144
Si  6.4254  3.325  6.8345  0.0279  -0.0737  -0.1504
Si  6.4017  7.1427  6.7091  -0.099  0.0078  0.1396
Si  6.4146  11.0469  6.6918  -0.0266  0.1117  0.1215
Si  10.3677  3.789  6.8514  -0.1701  -0.0092  -0.2805
Si  10.1939  7.9058  6.7078  0.0269  0.0849  -0.0758
Si  10.235  10.4873  6.7841  0.0637  -0.1146  -0.2297
Si  4.2398  5.1191  9.4525  -0.3689  0.8478  -0.0274
Si  3.6373  7.9832  10.8463  -0.0708  -0.0428  0.227
Si  3.4842  1.5926  8.0053  -0.0755  0.0183  0.1272
Si  2.538  5.4395  7.9051  0.1908  0.066  -0.0703
Si  5.8386  9.0842  7.8647  0.6648  -0.0834  0.3966
Si  5.8676  1.3712  8.0737  0.291  0.0124  0.375
Si  12.1249  5.6901  9.2657  -0.0336  0.6919  0.2821
Si  10.1794  5.9381  8.0271  -0.1022  -0.3141  0.0204
Si  9.9513  11.7729  8.7944  -0.0448  -0.817  0.6308
Si  6.3155  5.2303  8.2338  0.2022  -0.0816  -0.0556
Si  3.4864  9.1526  7.9779  -0.5693  -0.262  0.4921
Si  3.0769  2.9822  9.8763  0.117  -0.9083  0.3516
Si  8.4354  5.0816  9.4124  -0.151  0.0107  0.3696
Si  7.8124  6.6539  12.1803  0.3245  0.2004  0.1594
Si  7.4331  0.3834  10.564  -0.225  0.2182  0.2519
Si  10.2803  2.6444  8.8811  -0.8503  0.6477  0.046
Si  12.3564  7.8648  11.5367  -0.0333  -0.0981  0.2037
Si  12.2276  3.4161  10.0179  0.5516  -0.3119  1.0995
Si  11.3233  3.0287  21.4848  0.4696  0.3636  -0.3478
Si  10.45  3.413  14.576  0.063  -0.0236  0.0865
Si  1.1306  12.178  17.6515  -0.219  -0.0856  -0.2621
Si  4.3255  6.1743  17.4022  -0.0388  0.0706  0.1458
Si  9.2885  4.6591  17.0245  0.0682  0.0133  -0.3253
Si  2.6325  5.5245  19.7755  0.1136  0.0346  -0.1875
Si  7.1132  7.4913  21.2872  -0.1117  0.7416  -0.8459
Si  6.3975  9.12  10.9833  -0.0633  0.0993  0.2746
Si  10.5637  6.466  13.7028  0.0144  -0.1089  0.3473
Si  7.0453  12.7889  19.727  -0.021  0.0278  -0.3121
Si  12.0902  8.1131  15.8793  0.0427  0.0443  -0.0243
Si  5.9835  9.3192  15.8434  -0.0271  0.2196  0.0188
Si  5.5684  10.7621  18.3517  -0.2273  -0.1798  -0.2109
Si  9.3173  1.063  12.8712  0.0543  0.0684  0.4311
Si  11.5598  10.9117  11.2697  0.0795  0.0696  0.5766
Si  3.0731  11.4088  19.7568  0.1095  0.0023  -0.2606
Si  1.656  1.9015  15.0179  -0.0763  -0.0192  0.2356
Si  4.2145  3.7123  15.5787  -0.1416  -0.1169  0.0579
Si  5.5316  5.8407  14.1556  -0.5399  -0.0434  -0.1887
Si  8.832  3.5135  19.8947  0.069  -0.0104  -0.5203
Si  3.5565  7.992  15.1463  -0.2486  0.2331  0.0911
Si  8.0199  11.4974  15.5609  0.0295  -0.0244  -0.0067
Si  6.8393  6.3975  16.023  0.3896  0.3011  0.8455
Si  -1.1689  10.3173  17.3255  0.145  0.2373  -0.1766
Si  6.0598  1.6845  17.1125  0.0376  -0.0008  -0.2536
Si  2.175  2.5255  19.5987  0.0438  0.0755  -0.4195
Si  1.8223  1.5759  11.9572  0.139  -0.2403  0.4778
O  2.8968  3.949  19.5723  -0.2179  -0.0317  0.1387
O  7.2856  1.5659  -1.7456  0.1322  -0.0263  0.5083
O  5.703  2.4913  0.1828  0.3273  0.042  0.1352
O  2.8227  0.32  -3.252  0.0678  -0.0058  0.0568
O  12.2395  7.142  10.0869  0.0796  -0.3161  -0.1821
O  8.9632  3.5099  9.5932  0.4815  -0.2758  -0.1958
O  6.6874  10.6831  11.304  0.1391  -0.0394  -0.2829
O  3.0883  8.8518  9.5722  0.3565  -0.0427  -0.2392
O  4.0851  6.4555  10.4649  0.074  -0.2258  0.0339
O  6.5061  8.8974  9.3843  -0.2821  0.0643  -0.2579
O  0.6679  2.6966  11.5735  0.165  0.0283  -0.4475
O  2.3991  7.9801  11.9065  0.002  -0.0674  -0.2925
O  8.5241  11.3336  9.5107  0.4248  0.2909  -0.2906
O  3.7207  6.2746  18.8696  -0.0904  -0.1108  -0.0273
O  10.399  3.6366  20.2847  -0.0949  0.0374  0.1747
O  1.3238  13.6891  18.2461  0.2497  -0.1315  0.4201
O  7.8977  4.2786  20.9901  -0.2032  0.4498  0.508
O  4.0159  4.4048  0.7934  0.0073  0.043  0.0437
O  9.4489  3.5269  15.8599  0.0418  0.1803  0.0452
O  4.2091  5.6634  -1.3615  0.0528  0.0748  0.3953
O  11.1209  11.7059  17.7372  0.0867  -0.1493  0.0041
O  5.9527  6.1723  17.4041  -0.0984  0.0428  -0.4863
O  4.7367  0.5581  -1.3187  0.1275  0.1275  0.0154
O  2.0078  10.4177  -0.2296  -0.3198  -0.1701  0.1996
O  -1.659  9.5273  18.6522  -0.0599  -0.1957  0.1921
O  5.0875  11.9201  17.2868  0.3054  0.0504  0.2898
O  10.9526  7.3705  14.9928  0.0779  -0.0657  -0.1626
O  5.372  2.8044  16.2198  -0.0011  0.0359  0.0847
O  8.1658  1.2464  11.7383  0.0828  -0.1627  -0.3284
O  3.2364  2.1229  11.3277  -0.6608  0.325  -0.2191
O  11.8138  2.7279  15.1028  0.0304  -0.0517  -0.1486
O  7.4505  1.2471  16.3753  -0.1921  -0.1047  0.15
O  7.492  8.182  11.7285  -0.1822  -0.1358  -0.1479
O  0.8467  7.239  17.216  -0.2931  -0.068  0.0934
O  3.7473  7.4758  16.6616  0.1519  -0.1683  -0.1381
O  8.281  5.7646  10.9101  0.0561  -0.1769  -0.3446
O  13.0107  11.6313  11.3751  -0.167  0.2972  -0.0556
O  11.5959  6.8602  12.5391  0.0777  0.1603  -0.1537
O  6.4829  5.9863  12.8415  -0.1311  0.0752  -0.0342
O  9.8006  2.5294  13.381  0.012  -0.1714  -0.0992
O  8.5208  13.4412  19.8893  -0.122  0.1483  0.1621
O  11.1177  11.0899  9.7331  -0.3266  0.1721  -0.3378
O  6.3983  1.2852  9.6824  -0.1357  -0.0667  -0.5657
O  8.3337  5.8298  16.3836  -0.1873  -0.0769  -0.0331
O  4.4152  10.5408  19.4755  0.0229  0.1869  -0.05
O  1.6119  12.2256  16.0982  -0.0359  0.1907  0.099
O  4.5307  9.304  15.0808  0.128  -0.4318  0.1354
O  8.6204  4.0938  18.3849  0.0772  -0.0519  0.3797
O  3.7811  4.8563  16.6343  0.1705  0.1497  -0.0167
O  4.2155  6.882  14.1357  0.4092  -0.2157  0.013
O  6.7609  10.561  15.1817  0.0563  -0.064  0.2339
O  9.0211  6.7288  13.2726  -0.1721  -0.0894  -0.2739
O  6.956  11.2788  19.0674  -0.1832  0.2812  0.1537
O  10.7681  4.8949  14.0173  -0.1048  0.1073  -0.0082
O  5.8159  9.4433  17.4711  0.0705  0.1962  -0.1014
O  10.8003  5.1765  17.3569  -0.1608  0.1197  0.2698
O  1.1538  2.4028  20.8458  -0.1741  0.1373  0.1074
O  3.4013  13.0069  19.7152  -0.2917  -0.1996  0.1022
O  4.9107  8.7359  11.5201  -0.0008  -0.1296  -0.3311
O  6.3064  2.229  18.6346  0.1306  -0.3571  0.1738
O  0.6392  5.6896  -0.5924  0.0169  0.2657  0.1772
O  8.7398  11.8764  14.1863  0.0143  0.129  -0.1813
O  8.0956  7.237  -1.3991  0.3071  -0.3231  0.3542
O  1.9938  11.12  18.5579  0.1817  0.281  0.2548
O  4.8437  4.3502  14.2191  0.078  0.3431  0.0389
O  -0.0974  9.5133  16.3879  -0.0964  -0.1192  0.1519
O  9.0568  10.6673  16.4705  -0.0125  0.0495  0.0781
O  6.9247  8.0038  15.6712  -0.2095  -0.345  -0.02
O  11.6541  9.3291  11.6206  0.1365  0.044  -0.2405
O  0.5696  3.1984  -1.4432  -0.0636  0.3108  0.1444
O  1.9448  8.3025  15.0176  0.1479  -0.1415  0.1254
O  1.8883  1.316  13.5466  -0.083  0.1435  -0.3922
O  10.5198  11.6661  12.2902  0.0522  -0.0352  -0.3638
O  2.8964  2.8685  15.3102  0.0691  0.0335  -0.0163
O  8.1013  7.9369  20.0062  -0.267  -0.2732  0.4455
O  0.5721  1.5731  -3.4999  -0.0312  0.0142  0.0478

Results
free energy: -46926.790 eV
free energy less fixed offsets of O -463.61, Si -117.95 eV per atom: -15.380 eV
pressure: -2.32 GPa
stress xx, yy, zz, yz, xz, xy (GPa, positive in tension): 2.42, 2.96, 1.57, 0.4, -0.27, -0.15
